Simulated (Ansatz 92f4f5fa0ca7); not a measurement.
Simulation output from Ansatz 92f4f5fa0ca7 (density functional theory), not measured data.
Periodic cell of 444 atoms, Si256O116H72, with a vacuum gap, from a study of silicon, its oxide and their interface. The atomic structure is a simulated model.

Settings
functional: r2SCAN
potential files: Ansatz PAW
basis: plane waves
wave-function cutoff: 800 eV
density cutoff ratio: 5
exchange-correlation grid ratio: 1
k mesh: 1 x 1 x 1, Gamma-centred
self-consistency stop: 2e-11 eV per atom in the density residual
occupations: fixed
spin: none
net charge: 0
applied field: sawtooth along c, amplitude -0.015 V/angstrom in the program's sign convention, ramp centred at 0.9864 of c and 0.0271 of c wide, no dipole correction

Cell vectors (angstrom)
a 16.3305 0 0
b 0 16.3305 0
c 0 0 36.8378

Atoms and the computed forces on them: element, x, y, z (angstrom), force x, y, z (eV/angstrom)
Si 0.202 -0.256 23.336 -0.007 0.008 -0.014
Si 2.823 2.377 23.128 -0.01 -0.002 -0.017
Si -0.194 5.423 23.254 -0.012 0 -0.013
Si 2.779 7.814 23.378 -0.006 0 -0.023
Si -0.28 11.044 23.116 0.002 -0.008 -0.027
Si 2.403 13.872 22.931 0.002 0.008 -0.031
Si 5.183 0.313 23.151 0.005 -0.003 -0.02
Si 8.493 2.491 22.906 -0.005 0 -0.03
Si 5.074 5.747 23.289 0.004 -0.002 -0.022
Si 7.78 8.2 23.195 0.002 -0.01 -0.016
Si 5.664 10.517 22.988 0.006 0.002 -0.022
Si 8.41 13.414 22.99 0 0.004 -0.019
Si 10.775 0.243 22.986 0.002 -0.003 -0.015
Si 13.41 2.852 23.364 -0.003 -0.004 -0.014
Si 11.337 5.21 23.261 0.003 0.007 -0.027
Si 14.176 7.904 23.512 0.003 0.006 -0.023
Si 10.653 11.205 23.099 0.005 -0.006 -0.023
Si 13.913 13.385 23.049 -0.001 0.007 -0.017
Si 1.388 1.283 24.605 0.005 -0.002 -0.001
Si 3.986 4.018 24.422 0.005 0.008 0.001
Si 1.332 6.592 24.665 0.004 0.005 -0.006
Si 4.049 9.5 24.42 -0.005 -0.013 0
Si 1.361 12.246 24.32 -0.011 -0.003 0.005
Si 4.052 14.944 24.32 -0.003 0.003 0.003
Si 6.859 1.44 24.34 0.002 -0.001 0
Si 9.549 4.094 24.331 0.007 0.003 0.001
Si 6.668 6.789 24.641 -0.001 0.004 -0.015
Si 9.482 9.487 24.308 -0.007 0.002 0
Si 6.81 12.185 24.263 0.002 -0.003 -0.004
Si 9.576 14.984 24.31 0.004 0.005 0.004
Si 12.196 1.295 24.542 0.003 0.006 -0.009
Si 14.981 3.983 24.649 0.002 0.007 -0.01
Si 12.365 6.835 24.557 0.005 -0.001 -0.004
Si 15.141 9.57 24.742 -0.008 -0.01 -0.009
Si 12.27 12.295 24.399 0 0.002 0.001
Si 14.975 14.868 24.54 0.001 -0.004 -0.006
Si 0.042 2.652 25.943 -0.008 0.007 0.002
Si 2.773 -0.101 25.87 -0.007 0.004 -0.001
Si 0.116 8.119 26.005 -0.008 0.006 -0.004
Si 2.73 5.302 25.962 -0.003 0.002 -0.001
Si 0.047 13.535 25.848 0.001 0.015 0.009
Si 2.718 10.908 25.738 0.009 -0.005 0.013
Si 5.482 2.748 25.755 0 -0.003 0.009
Si 8.171 -0.004 25.693 0.001 -0.003 -0.001
Si 5.36 8.208 25.928 0.019 -0.004 0.005
Si 8.175 5.404 25.78 -0.007 0.005 0
Si 5.453 13.57 25.646 0.005 0.001 0.013
Si 8.152 10.858 25.732 0.003 -0.003 0.008
Si 10.844 2.743 25.825 0.007 -0.011 0.008
Si 13.606 -0.058 25.843 -0.006 0.007 0.003
Si 10.872 8.197 25.759 -0.004 -0.002 0.006
Si 13.652 5.438 25.961 0.003 -0.002 -0.004
Si 10.92 13.66 25.761 0.002 -0.006 0.005
Si 13.57 10.898 25.857 0 -0.008 0
Si 1.361 4.014 27.319 -0.006 0.013 0.011
Si 4.147 1.334 27.145 -0.015 0.002 0.018
Si 1.46 9.542 27.236 -0.02 -0.004 0.018
Si 4.058 6.781 27.25 -0.009 0.002 0.016
Si 1.382 14.911 27.227 -0.006 -0.002 0.006
Si 4.103 12.253 27.094 -0.008 0.003 0.029
Si 6.807 4.081 27.168 0.009 0.011 0.025
Si 9.489 1.354 27.137 -0.014 -0.001 0.016
Si 6.806 9.554 27.192 -0.007 -0.01 0.011
Si 9.528 6.805 27.133 0.009 0.007 0.02
Si 6.811 14.942 27.051 0.007 0.009 0.022
Si 9.53 12.245 27.084 -0.002 -0.009 0.02
Si 12.22 4.078 27.224 0.001 0.013 0.012
Si 14.962 1.301 27.225 0.003 -0.01 0.016
Si 12.209 9.522 27.187 0.01 -0.01 0.023
Si 14.991 6.809 27.307 -0.003 0 0.009
Si 12.24 14.956 27.201 0.006 0.008 0.015
Si 14.973 12.226 27.203 -0.006 -0.005 0.016
Si 0.012 -0.046 28.577 0.011 -0.001 0.212
Si 2.777 2.661 28.573 0.048 -0.035 0.221
Si 0.012 5.432 28.637 0.01 -0.025 0.216
Si 2.749 8.166 28.615 0.024 -0.014 0.232
Si 0.004 10.858 28.551 0.007 0.005 0.214
Si 2.764 13.558 28.546 -0.021 0.026 0.194
Si 5.493 -0.036 28.493 0.006 -0.018 0.211
Si 8.149 2.708 28.526 0.033 -0.017 0.206
Si 5.473 5.448 28.555 0.023 -0.027 0.215
Si 8.166 8.157 28.531 -0.021 0.019 0.19
Si 5.44 10.914 28.523 0.022 -0.014 0.198
Si 8.175 13.607 28.456 -0.001 0.011 0.18
Si 10.877 0.023 28.507 0.012 -0.004 0.204
Si 13.602 2.71 28.551 0.014 -0.009 0.216
Si 10.865 5.465 28.559 -0.003 -0.011 0.197
Si 13.572 8.175 28.59 -0.008 0.012 0.203
Si 10.852 10.892 28.52 -0.048 0.037 0.203
Si 13.61 13.595 28.547 -0.023 0 0.218
Si 1.381 1.342 29.92 0.097 -0.215 0.334
Si 4.097 4.095 29.901 0.132 -0.211 0.314
Si 1.358 6.828 29.962 0.02 -0.041 0.433
Si 4.116 9.535 29.926 0.079 -0.041 0.316
Si 1.378 12.205 29.904 0.026 0.051 0.254
Si 4.127 14.947 29.879 -0.012 -0.019 0.164
Si 6.816 1.342 29.887 0.027 -0.044 0.234
Si 9.495 4.093 29.898 0.034 -0.042 0.166
Si 6.817 6.802 29.929 0.024 0.031 0.174
Si 9.521 9.517 29.911 -0.07 0.076 0.089
Si 6.825 12.263 29.862 -0.051 0.068 0.162
Si 9.528 14.979 29.84 -0.06 -0.042 0.204
Si 12.231 1.37 29.891 -0.032 -0.052 0.335
Si 14.938 4.079 29.94 0.127 -0.053 0.346
Si 12.214 6.813 29.96 0.01 0.015 0.166
Si 14.954 9.536 29.928 0.011 -0.077 0.28
Si 12.235 12.23 29.881 -0.031 0.058 0.277
Si 14.953 14.944 29.92 0.102 0.005 0.383
Si 0.001 2.734 6.927 -0.14 0.148 -0.314
Si 2.763 -0.016 6.901 -0.079 0.102 -0.418
Si -0.021 8.187 6.957 0.022 0.032 -0.351
Si 2.728 5.455 6.947 -0.147 0.088 -0.271
Si -0.011 13.558 6.904 -0.019 0.04 -0.401
Si 2.724 10.854 6.956 0.06 0.044 -0.222
Si 5.471 2.749 6.89 -0.112 0.111 -0.432
Si 8.205 0.006 6.901 0.002 -0.001 -0.274
Si 5.437 8.155 6.946 -0.12 0.01 -0.291
Si 8.175 5.454 6.972 -0.011 0.029 -0.12
Si 5.497 13.605 6.92 0.013 -0.107 -0.225
Si 8.148 10.882 6.914 0.064 -0.015 -0.176
Si 10.876 2.742 6.904 -0.011 -0.016 -0.311
Si 13.595 0.015 6.907 -0.017 0.067 -0.362
Si 10.864 8.177 7.002 0.023 -0.027 -0.009
Si 13.585 5.448 6.979 0.007 0.061 -0.167
Si 10.891 13.623 6.867 0.043 -0.058 -0.34
Si 13.572 10.885 6.945 -0.034 0 -0.207
Si 1.32 4.136 8.296 -0.017 0.03 -0.214
Si 4.119 1.402 8.226 -0.019 0.007 -0.225
Si 1.356 9.499 8.345 0.006 -0.009 -0.207
Si 4.064 6.809 8.334 -0.017 0.028 -0.204
Si 1.345 14.96 8.195 -0.023 0.025 -0.233
Si 4.115 12.233 8.264 0.007 -0.015 -0.188
Si 6.808 4.081 8.31 -0.012 0.039 -0.202
Si 9.557 1.374 8.279 -0.023 0.017 -0.207
Si 6.789 9.503 8.289 0.016 -0.001 -0.226
Si 9.5 6.819 8.391 0.006 -0.004 -0.178
Si 6.876 14.975 8.268 0.002 0.002 -0.208
Si 9.534 12.274 8.224 0.012 -0.03 -0.217
Si 12.185 4.093 8.315 0 0.024 -0.215
Si 14.952 1.384 8.264 -0.028 0.025 -0.218
Si 12.235 9.547 8.364 0.001 -0.01 -0.179
Si 14.948 6.848 8.315 -0.026 -0.006 -0.21
Si 12.243 14.977 8.25 0.016 -0.014 -0.227
Si 14.954 12.217 8.298 0.006 -0.013 -0.215
Si 0.002 -0.003 9.562 0.012 0.001 -0.019
Si 2.706 2.739 9.562 0.015 0.01 -0.021
Si -0.024 5.531 9.695 -0.008 -0.022 -0.023
Si 2.67 8.113 9.753 0.016 0.011 -0.024
Si -0.042 10.837 9.683 0.013 0.012 -0.014
Si 2.734 13.652 9.521 0.011 0 -0.01
Si 5.567 0.105 9.547 -0.013 -0.01 -0.017
Si 8.215 2.742 9.653 -0.002 -0.011 -0.024
Si 5.448 5.455 9.67 -0.006 -0.017 -0.021
Si 8.096 8.19 9.736 0.005 -0.009 -0.021
Si 5.421 10.825 9.653 -0.001 0.025 -0.016
Si 8.23 13.602 9.647 -0.001 0.005 -0.02
Si 10.884 -0.029 9.637 -0.001 0.011 -0.026
Si 13.558 2.719 9.628 0.002 -0.015 -0.019
Si 10.872 5.447 9.758 -0.014 -0.007 -0.025
Si 13.611 8.174 9.731 0.015 0.013 -0.025
Si 10.851 10.972 9.651 0.003 -0.003 -0.014
Si 13.64 13.664 9.612 -0.009 -0.011 -0.017
Si 1.329 1.388 10.883 0 -0.004 0.002
Si 4.069 4.046 10.938 0.005 -0.003 0
Si 1.325 6.777 11.229 0.004 -0.002 -0.012
Si 4.05 9.48 11.072 -0.001 -0.002 -0.005
Si 1.357 12.299 10.859 -0.002 -0.002 0.001
Si 4.09 15.139 10.742 0.002 -0.01 0.008
Si 6.978 1.325 11.034 -0.007 0.017 -0.009
Si 9.474 4.095 11.119 0.007 0.002 -0.008
Si 6.73 6.801 11.138 -0.002 0.003 -0.009
Si 9.418 9.678 11.012 -0.002 0.004 -0.004
Si 6.808 12.224 10.917 -0.003 -0.002 -0.001
Si 9.592 14.938 11.075 0 -0.004 -0.008
Si 12.261 1.286 10.996 -0.007 0.009 -0.002
Si 14.826 4.209 10.925 0.008 -0.005 -0.002
Si 12.221 6.854 11.108 0.003 -0.002 -0.007
Si 15.003 9.435 11.167 -0.02 0.013 -0.007
Si 12.27 12.35 10.963 0.001 -0.009 -0.002
Si 15.017 15.016 10.988 -0.003 -0.001 -0.008
Si -0.112 2.78 12.078 -0.003 0.003 0.005
Si 2.81 0.151 12.201 0.002 -0.005 0.003
Si -0.04 8.076 12.782 0.005 0.007 0
Si 2.752 5.281 12.448 0 0 0
Si 0.122 13.701 12.28 0.002 -0.003 0.011
Si 2.617 10.911 12.24 0.01 0.014 0.006
Si 5.538 2.754 12.201 -0.005 -0.004 0.008
Si 8.256 -0.109 12.531 -0.002 -0.001 0.005
Si 5.287 8.105 12.565 0.005 0.002 0
Si 8.147 5.484 12.559 -0.005 0 0
Si 5.388 13.692 11.974 -0.004 0.006 0.008
Si 8.052 11.01 12.494 0.005 0.001 0.002
Si 10.829 2.59 12.327 -0.002 -0.003 0.009
Si 13.679 -0.021 12.426 -0.002 0.005 0.003
Si 10.804 8.307 12.299 -0.006 -0.002 0.005
Si 13.503 5.446 12.522 -0.005 -0.004 0
Si 11.064 13.7 12.482 -0.001 -0.006 0.002
Si 13.61 10.976 12.276 0.003 0.004 0.007
Si 1.133 4.02 13.577 0 0.001 -0.012
Si 4.487 1.172 13.542 0.005 0.001 -0.021
Si 1.12 9.927 13.773 -0.009 0.007 -0.012
Si 4.158 6.414 13.949 0.006 -0.005 -0.018
Si 1.815 14.861 13.486 0.004 -0.001 -0.011
Si 3.849 12.582 13.261 0.001 -0.006 -0.009
Si 6.478 4.28 13.721 0.002 0.001 -0.017
Si 9.984 0.978 13.82 0.008 0.005 -0.015
Si 6.858 9.366 13.779 0.003 -0.005 -0.014
Si 9.224 7.279 13.686 0.002 0.005 -0.019
Si 6.458 14.995 13.554 -0.01 0 -0.015
Si 9.758 12.2 13.688 0.005 -0.009 -0.013
Si 12.251 3.791 13.665 0.001 -0.003 -0.009
Si 14.667 1.795 13.484 0.005 0.001 -0.01
Si 11.943 9.935 13.527 0 0.003 -0.018
Si 15.183 6.198 14.057 0.007 -0.013 -0.017
Si 12.354 15.156 14.002 -0.008 0.005 -0.019
Si 15.231 12.138 13.493 -0.007 0.002 -0.006
Si -1.72 37.387 16.772 -0.002 -0.01 -0.019
Si 10.809 -18.582 18.708 -0.013 -0.009 -0.021
Si -8.189 8.88 18.091 0.004 0 -0.037
Si -5.301 38.148 20.232 0.006 -0.006 -0.048
Si 21.582 11.133 15.681 0.001 0.006 -0.021
Si 17.402 -7.65 18.128 0.003 0.002 -0.031
Si -10.802 5.635 20.323 -0.007 0.006 -0.045
Si 25.632 14.079 16.219 -0.005 -0.008 -0.021
Si -7.273 -8.711 20.677 0.003 0.004 -0.051
Si -6.278 2.902 18.941 0.014 0.001 -0.039
Si 5.307 8.244 18.705 0 -0.004 -0.035
Si 11.233 9.506 20.746 -0.001 -0.008 -0.053
Si 11.49 4.321 16.611 -0.001 0.003 0.011
Si -15.539 3.476 20.905 0.001 0.001 -0.051
Si 10.228 27.363 18.201 0 0.003 -0.039
Si 19.447 22.988 16.996 0.001 0.002 -0.009
Si 10.279 7.164 16.596 0.005 0.001 -0.019
Si -18.708 24.765 20.671 0 -0.005 -0.054
Si -4.213 9.669 16.485 0.001 -0.004 -0.029
Si 1.382 9.345 21.112 0.005 -0.004 -0.05
Si 6.519 13.665 16.484 0.006 -0.005 -0.028
Si -10.361 2.195 15.789 -0.002 0.003 -0.032
Si 13.86 22.614 19.036 0.005 -0.001 -0.041
Si 0.735 -19.293 17.541 -0.011 0.006 -0.036
Si 3.023 4.299 18.973 0.008 0.003 -0.038
Si -1.697 -2.245 15.871 0.005 -0.005 -0.022
Si 19.122 -3.033 19.774 -0.008 0.004 -0.039
Si 16.984 -0.394 16.13 0.006 0.003 -0.018
Si 8.481 0.574 16.113 0 0.005 -0.051
Si -25.373 19.649 20.018 -0.008 0.002 -0.049
Si -11.334 -14.31 18.635 -0.001 0.003 -0.036
Si -19.855 15.367 20.765 -0.003 -0.001 -0.053
Si 0.191 18.708 15.793 -0.003 -0.004 -0.023
Si 25.486 16.536 19.218 0.003 0 -0.037
Si 18.609 -5.521 16.52 0.003 0.004 -0.019
Si 14.46 8.978 18.054 -0.004 0.002 -0.033
Si 4.072 -5.614 20.319 -0.005 -0.009 -0.052
Si -1.418 1.307 21.111 -0.001 -0.001 -0.039
Si 21.288 -1.169 18.65 0 0 -0.041
Si 6.986 31.675 20.879 0.001 0.005 -0.057
O -8.1 -24.131 19.658 0.004 -0.008 0.03
O -4.128 14.582 19.428 0.011 0.011 0.03
O -5.229 5.864 21.795 0.001 -0.002 0.05
O -7.892 3.067 18.903 -0.002 0.002 0.017
O -18.075 -6.862 19.605 0 0.001 0.027
O -5.473 -6.264 19.308 0.005 -0.009 0.031
O 10.828 5.725 17.114 -0.001 -0.001 -0.003
O -11.54 0.431 18.53 0.002 -0.002 0.012
O 4.023 17.695 22.636 0 -0.001 0.013
O -6.616 15.041 19.387 -0.001 0.004 0.01
O 5.686 23.508 19.871 0.001 -0.009 0.019
O 4.825 11.93 14.365 0.002 -0.003 0.021
O 8.76 -5.946 17.86 -0.001 0 0.01
O -8.178 -9.155 21.941 -0.009 0.007 0.033
O 5.764 5.324 21.887 -0.004 0 0.04
O 3.895 10.826 16.492 -0.003 0.002 0.016
O 4.045 5.106 19.94 0.008 0.003 0.018
O 6.746 4.804 19.655 -0.001 0.001 0.016
O -2.419 0.209 20.349 0.001 0.003 0.017
O 11.138 10.917 16.857 -0.005 0.003 0.019
O 10.665 -2.04 17.091 0.009 0.005 0.025
O -6.906 12.898 15.134 0.001 0.002 0.01
O 14.093 25.203 22.189 0 -0.003 0.039
O 18.295 19.105 21.794 0.018 -0.006 0.033
O 6.808 3.376 15.049 -0.001 -0.002 0.011
O 5.889 -0.312 21.833 -0.014 0.009 0.035
O 1.236 14.876 17.197 0.002 -0.002 0.005
O -5.694 3.934 20.034 0.001 0.008 0.018
O 13.505 -6.355 17.256 0.009 -0.005 0.015
O 5.397 -10.939 14.266 -0.003 0.003 0.002
O 15.49 31.769 15.712 0.004 -0.006 0
O 37.735 11.052 21.556 0.012 -0.002 0.045
O 15.972 2.384 20.418 -0.001 -0.001 0.018
O 13.491 19.119 14.065 -0.001 0 -0.003
O -9.695 -2.183 14.938 0.002 0.002 0.013
O 2.71 13.385 21.396 -0.003 0.008 0.071
O -6.526 6.475 19.792 -0.002 0.003 0.022
O -3.223 14.646 15.421 -0.004 0.003 -0.006
O 11.595 16.024 21.659 -0.015 0.012 0.034
O -5.596 3.176 17.493 -0.01 -0.005 0.022
O 8.903 -8.605 17.241 -0.008 0.006 0.025
O -10.945 -1.779 17.213 -0.006 0.007 0.024
O -11.687 25.863 19.402 -0.007 0.014 0.023
O 1.38 19.432 14.935 0.003 0 0.005
O 18.258 10.016 17.875 -0.004 -0.006 0.005
O 16.219 -5.372 14.005 0.006 -0.004 0.009
O 11.379 8.298 16.904 -0.003 0 0.003
O 22.469 9.873 15.172 -0.002 0.005 0.007
O -6.934 -14.731 15.242 0.003 -0.005 0.004
O -4.971 4.16 15.001 -0.002 0.002 0.027
O -10.319 18.661 19.86 0.008 0.005 0.016
O 1.728 -8.933 17.401 -0.002 0.003 0.012
O 3.583 2.788 18.795 -0.003 0.004 0.008
O -3.954 20.344 22.905 -0.003 0 0.02
O -1.822 6.934 20.373 0.002 0.007 0.023
O 0.17 4.672 21.834 -0.004 0.014 0.036
O 14.727 -3.473 14.848 -0.002 0.019 0.015
O 8.95 -0.853 15.493 -0.001 0.001 0.013
O 1.289 -1.294 22.709 0.002 -0.004 0.014
O 4.305 7.489 17.696 0.008 0.005 0.019
O 12.364 24.749 20.433 -0.002 0.004 0.015
O 15.544 34.206 14.819 -0.003 -0.001 0.001
O 10.355 12.519 18.857 0.001 0.003 0.014
O 16.548 26.593 21.761 -0.009 0.013 0.038
O -5.087 16.339 14.295 -0.001 0.001 0.006
O -8.328 13.789 17.156 -0.001 0.001 0.014
O 13.082 4.2 16.86 -0.002 0.002 0.018
O 14.686 5.907 15.623 0.001 0.006 0.002
O 1.537 4.151 19.621 -0.013 -0.006 0.028
O 2.992 5.134 17.567 0 -0.009 0.012
O 18.155 9.891 15.253 0.002 -0.002 0.008
O 3.39 6.688 15.386 -0.005 -0.001 0.018
O 10.05 -9.435 15.026 0 -0.001 0.02
O 20.108 12.043 19.441 0 -0.003 0.019
O 0.745 1.135 16.7 -0.001 -0.004 0.022
O 8.054 8.318 14.192 -0.001 0.001 0.011
O -4.796 -5.646 21.802 -0.008 0.016 0.039
O 22.009 35.29 17.301 -0.006 0 0.019
O 15.418 29.741 17.226 0.003 -0.001 0.006
O 10.28 1.363 19.444 0.001 -0.003 0.02
O 1.312 -3.208 19.064 0.013 -0.001 0.029
O 6.759 9.351 22.61 -0.001 0.005 0.018
O -2.407 2.245 21.952 -0.008 0.01 0.028
O -14.536 8.18 22.135 0.012 -0.007 0.031
O -3.761 9.469 14.952 -0.001 -0.002 0.013
O -8.533 14.178 21.666 0.011 -0.017 0.036
O 17.845 -0.529 14.779 0.002 -0.003 0.008
O -10.168 -20.563 16.586 0 0.004 -0.001
O -9.401 0.88 15.806 0.002 0 0.018
O 2.655 26.629 20.945 -0.007 -0.003 0.021
O 4.551 18.199 15.047 0 -0.001 0.014
O 0.969 8.58 19.743 0.004 0.006 0.042
O 15.849 0.402 22.032 0.011 -0.011 0.03
O 8.637 0.486 17.708 0.006 -0.001 0.015
O 15.118 23.002 22.994 0.003 -0.003 0.019
O 15.674 19.855 16.558 -0.003 0.006 0.012
O 14.867 5.267 18.291 -0.002 0.007 0.018
O 6.157 14.715 19.647 0.012 0.004 0.03
O -3.907 21.998 19.435 -0.012 -0.003 0.02
O 13.726 23.863 18.008 0.002 -0.004 0.014
O 7.955 0.203 20.309 -0.013 -0.007 0.028
O -5.563 10.962 14.005 -0.002 0.004 0.013
O 3.533 14.597 19.162 -0.006 -0.007 0.019
O 6.553 -7.551 17.812 -0.007 -0.001 0.017
O -16.717 8.876 17.452 0.002 0 0.003
O -8.425 19.454 21.512 0.014 -0.009 0.051
O 5.333 -0.192 13.806 0.004 0 0.01
O 3.948 6.831 22.794 -0.004 0.003 0.022
O 9.647 1.364 22.527 -0.005 0.004 0.022
O 14.94 -4.165 22.629 0.004 -0.001 0.002
O 13.487 -2.126 21.687 0.008 -0.016 0.034
O 16.502 5.253 14.04 -0.005 0.004 -0.006
O 10.066 8.643 21.412 -0.002 0.003 0.023
O 1.495 12.246 16.598 -0.002 0.002 0.003
O 2.84 13.671 13.973 -0.003 0.002 -0.001
O 25.874 12.298 22.526 -0.002 -0.001 0.017
H 2.21 0.527 30.853 -0.357 0.213 -0.18
H 0.563 2.167 30.853 0.25 -0.192 -0.294
H 3.272 4.914 30.833 0.231 -0.267 -0.305
H 4.927 3.282 30.833 -0.252 0.305 -0.188
H 2.179 6.005 30.894 -0.227 0.312 -0.205
H 0.53 7.643 30.894 0.282 -0.293 -0.239
H 3.272 10.334 30.858 0.345 -0.268 -0.243
H 4.919 8.695 30.858 -0.171 0.414 -0.238
H 2.198 11.382 30.837 -0.361 0.276 -0.243
H 0.546 13.016 30.837 0.306 -0.169 -0.264
H 3.306 15.77 30.812 0.263 -0.226 -0.293
H 4.957 14.134 30.812 -0.325 0.355 -0.228
H 7.654 0.536 30.819 -0.318 0.322 -0.219
H 6.013 2.182 30.819 0.147 -0.335 -0.281
H 10.326 3.28 30.83 -0.267 0.265 -0.254
H 8.686 4.927 30.83 0.265 -0.395 -0.262
H 7.642 5.983 30.861 -0.3 0.357 -0.246
H 5.987 7.615 30.861 0.291 -0.27 -0.278
H 8.696 10.336 30.844 0.253 -0.319 -0.239
H 10.343 8.696 30.844 -0.276 0.347 -0.294
H 6.007 13.089 30.795 0.389 -0.292 -0.235
H 7.629 11.423 30.795 -0.241 0.298 -0.298
H 8.717 15.811 30.773 0.26 -0.369 -0.257
H 10.352 14.159 30.773 -0.285 0.246 -0.275
H 13.056 0.551 30.824 -0.301 0.214 -0.254
H 11.415 2.197 30.824 0.266 -0.283 -0.251
H 15.774 3.272 30.873 -0.311 0.176 -0.218
H 14.121 4.906 30.873 0.229 -0.322 -0.267
H 11.396 7.639 30.892 0.301 -0.349 -0.234
H 13.038 5.993 30.892 -0.274 0.256 -0.271
H 14.122 10.348 30.861 0.381 -0.23 -0.239
H 15.777 8.716 30.861 -0.322 0.242 -0.258
H 13.055 11.406 30.814 -0.348 0.267 -0.265
H 11.428 13.067 30.814 0.266 -0.284 -0.227
H 14.145 15.779 30.852 0.255 -0.261 -0.245
H 15.769 14.116 30.852 -0.287 0.221 -0.227
H -0.835 3.541 5.994 0.302 -0.275 0.192
H 0.819 1.909 5.994 -0.171 0.261 0.309
H 1.934 0.799 5.968 0.305 -0.177 0.208
H 3.583 -0.839 5.968 -0.298 0.29 0.248
H -0.845 9.007 6.025 0.365 -0.227 0.248
H 0.807 7.371 6.025 -0.294 0.203 0.261
H 3.553 4.636 6.014 -0.298 0.233 0.307
H 1.908 6.277 6.014 0.313 -0.209 0.229
H 0.822 12.747 5.971 -0.325 0.265 0.23
H -0.827 14.386 5.971 0.134 -0.33 0.245
H 3.567 10.055 6.024 -0.377 0.234 0.256
H 1.904 11.678 6.024 0.234 -0.326 0.282
H 6.274 1.909 5.957 -0.196 0.298 0.279
H 4.641 3.563 5.957 0.389 -0.195 0.203
H 7.368 0.811 5.968 0.255 -0.245 0.278
H 9.016 -0.827 5.968 -0.236 0.415 0.253
H 4.633 8.994 6.013 0.29 -0.336 0.232
H 6.267 7.341 6.013 -0.366 0.193 0.262
H 8.984 4.619 6.04 -0.237 0.364 0.297
H 7.35 6.272 6.04 0.309 -0.258 0.276
H 6.314 12.779 5.988 -0.311 0.385 0.234
H 4.667 14.418 5.988 0.281 -0.256 0.29
H 8.972 10.062 5.982 -0.315 0.277 0.227
H 7.344 11.721 5.982 0.264 -0.406 0.258
H 11.693 1.915 5.972 -0.197 0.354 0.273
H 10.045 3.555 5.972 0.271 -0.347 0.236
H 14.404 -0.819 5.975 -0.193 0.261 0.269
H 12.771 0.834 5.975 0.307 -0.289 0.236
H 11.681 7.351 6.07 -0.285 0.254 0.279
H 10.041 8.998 6.07 0.297 -0.287 0.306
H 14.402 4.621 6.047 -0.274 0.249 0.289
H 12.762 6.268 6.047 0.297 -0.268 0.231
H 10.067 14.443 5.935 0.348 -0.283 0.255
H 11.698 12.787 5.935 -0.27 0.335 0.228
H 14.404 10.073 6.012 -0.32 0.242 0.267
H 12.753 11.71 6.012 0.258 -0.333 0.299

Results
free energy: -231031.650 eV
free energy less fixed offsets of H -15.71, O -570.45, Si -639.56 eV per atom: -0.970 eV

The program warned: the cutoff lies below the one the program advises for these potential files; the forces do not sum to zero within the program's tolerance; empty levels may hold ghost states of the PAW files; the exchange-correlation potential is rough where the density is thin.
